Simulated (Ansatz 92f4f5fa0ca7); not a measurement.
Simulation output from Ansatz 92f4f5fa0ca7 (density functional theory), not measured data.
Periodic cell of 264 atoms, Si152O112, from a study of silicon, its oxide and their interface. The atomic structure is a simulated model.
This geometry differs little from another in the collection (a relaxation step or a small displacement).

Settings: functional r2SCAN; potential files Ansatz PAW; basis plane waves; wave-function cutoff 800 eV; density cutoff ratio 5; exchange-correlation grid ratio 1; k mesh 1 x 1 x 1, shifted by 0.5 0.5 0 of a step; self-consistency stop 1e-10 eV per atom in the density residual; occupations fixed; spin none; net charge 0.

Cell vectors (angstrom)
a	10.887	0	0
b	0	10.887	0
c	0	0	37.4889

Atoms: element, x, y, z (angstrom)
Si	0.4464	-0.0162	0.1403
Si	3.1918	2.5584	0.1822
Si	-0.2536	5.4515	-0.0235
Si	2.484	8.5342	0.1257
Si	5.294	0.2701	0.0153
Si	7.865	3.0643	0.2183
Si	5.7146	5.2974	0.0512
Si	8.5906	7.8672	-0.0565
Si	1.5751	1.4401	1.517
Si	4.2635	4.1256	1.4943
Si	1.3485	6.7703	1.2303
Si	4.1146	9.6224	1.4019
Si	6.777	1.4059	1.4394
Si	9.4843	4.1359	1.5098
Si	6.9328	6.851	1.3266
Si	9.6547	9.5642	1.2365
Si	0.0451	2.7458	2.7426
Si	2.8374	0.0445	2.8792
Si	0.0484	8.1665	2.6813
Si	2.7427	5.4773	2.667
Si	5.5135	2.7441	2.8941
Si	8.2263	-0.0138	2.6401
Si	5.5043	8.1947	2.6574
Si	8.1682	5.5109	2.8406
Si	1.388	4.1301	4.0774
Si	4.1367	1.4052	4.2255
Si	1.4093	9.508	4.0881
Si	4.1222	6.826	4.0303
Si	6.864	4.1092	4.1953
Si	9.5671	1.3386	4.0561
Si	6.8473	9.5468	4.0418
Si	9.5604	6.875	4.1146
Si	0.02	-0.0248	5.4354
Si	2.7048	2.7553	5.4839
Si	0.017	5.4697	5.4448
Si	2.7676	8.1566	5.4401
Si	5.5035	-0.0097	5.4699
Si	8.2232	2.6956	5.4704
Si	5.4313	5.4585	5.46
Si	8.1639	8.1936	5.4565
Si	1.3501	1.3562	6.8124
Si	4.0736	4.0976	6.8248
Si	1.3829	6.8074	6.7989
Si	4.1113	9.5251	6.8078
Si	6.8333	1.347	6.8259
Si	9.5564	4.0823	6.8108
Si	6.8	6.8096	6.8105
Si	9.5301	9.531	6.8113
Si	-0.0101	2.7086	8.1798
Si	2.7189	-0.0151	8.1596
Si	-0.0124	8.1393	8.1521
Si	2.7001	5.4333	8.1694
Si	5.4219	2.6944	8.154
Si	8.1688	-0.0182	8.1785
Si	5.4348	8.1513	8.1758
Si	8.1483	5.414	8.1605
Si	1.3478	4.0682	9.5273
Si	4.0563	1.3496	9.5383
Si	1.3312	9.5094	9.5009
Si	4.0384	6.7989	9.5093
Si	6.7678	4.0433	9.5117
Si	9.4862	1.3631	9.5253
Si	6.8209	9.4831	9.5231
Si	9.5231	6.7585	9.5222
Si	-0.0498	-0.0185	10.8393
Si	2.6628	2.7088	10.9087
Si	-0.0247	5.385	10.9066
Si	2.6368	8.1119	10.8719
Si	5.4408	-0.0475	10.8424
Si	8.1094	2.6905	10.9047
Si	5.3757	5.4056	10.8288
Si	8.1655	8.1003	10.8954
Si	1.2329	1.3505	12.2269
Si	4.005	4.1148	12.2424
Si	1.2846	6.7579	12.3004
Si	4.0461	9.4704	12.1327
Si	6.769	1.2839	12.2541
Si	9.4897	4.0288	12.2684
Si	6.7688	6.6864	12.1846
Si	9.5446	9.4839	12.2263
Si	-0.1736	2.6108	13.7065
Si	2.653	-0.0449	13.4127
Si	-0.0564	8.1413	13.6748
Si	2.6192	5.4111	13.7004
Si	5.3682	2.7078	13.5053
Si	8.162	-0.1165	13.6008
Si	5.3567	8.0338	13.4478
Si	8.1138	5.3683	13.6115
Si	1.1595	4.0351	15.0322
Si	3.8786	1.4069	14.7369
Si	1.4835	9.4843	14.8986
Si	4.0765	6.7919	14.985
Si	6.8301	3.8519	14.9225
Si	9.3994	1.1482	15.1759
Si	6.6731	9.4037	14.7771
Si	9.2444	6.932	15.0078
Si	0.3085	0.0244	16.2867
Si	2.3373	2.3838	16.2281
Si	-0.1588	5.6442	16.1806
Si	3.2406	8.6461	16.293
Si	5.2889	-0.009	15.8503
Si	7.5724	2.0801	16.4403
Si	5.658	5.4365	16.0894
Si	7.4767	7.9406	16.4543
Si	-1.4241	15.2796	21.1111
Si	2.0975	6.4271	33.6107
Si	-27.3971	18.8712	31.6306
Si	-11.7502	2.1068	32.7204
Si	1.9069	6.7748	17.8588
Si	-8.7722	-3.9968	23.2909
Si	-4.4593	2.841	29.7495
Si	16.5804	0.6345	20.4108
Si	-2.313	-0.5629	24.8313
Si	-17.9152	8.7516	24.9325
Si	-9.3685	8.5892	30.2098
Si	21.1814	-15.4833	18.9142
Si	-6.0387	11.0666	23.1715
Si	3.8265	13.0883	24.8998
Si	-13.2748	9.3408	22.0537
Si	-6.42	4.8089	23.2879
Si	-21.4813	-13.2613	21.6453
Si	-0.2326	10.9327	22.8603
Si	14.6206	-6.6106	18.0693
Si	-9.708	6.0791	26.0935
Si	-5.6124	19.8235	28.6662
Si	-19.703	12.7625	32.9426
Si	-7.3947	10.2902	32.0552
Si	7.828	-2.693	26.8518
Si	-12.0838	12.4733	35.603
Si	9.696	4.4915	26.2549
Si	-0.6841	-1.5963	18.852
Si	1.3648	3.3126	25.6569
Si	-24.9994	2.6383	19.5859
Si	-25.2928	9.5385	19.2632
Si	-7.1607	3.1811	30.5444
Si	-4.0331	26.4706	27.5909
Si	15.9261	3.4996	20.476
Si	-2.4351	6.519	29.1655
Si	-15.1604	12.5953	24.7538
Si	4.7106	22.5203	29.614
Si	-2.4231	3.8227	23.7179
Si	-23.8581	-6.5876	30.9177
Si	-18.7778	16.8792	30.8672
Si	5.8895	-4.4617	25.3562
Si	8.803	-0.3525	33.6265
Si	-11.1814	8.1971	32.5707
Si	0.1328	13.7534	22.9399
Si	-9.3614	-6.9462	35.4093
Si	-15.0389	-1.5702	35.3104
Si	7.9837	6.8683	31.9177
Si	-19.1409	8.4592	27.5419
Si	-17.3974	18.1185	35.4212
O	0.0928	-13.3365	-6.49
O	-1.4658	5.3046	-7.7242
O	-2.2925	2.3659	-1.0388
O	2.3388	-1.2845	-6.3256
O	-2.9624	8.5544	-1.3743
O	-9.8841	7.6282	-4.087
O	-8.0514	11.3137	-4.3285
O	-0.3154	5.7898	-10.834
O	-10.2976	23.1607	-14.9761
O	2.2109	-5.2716	-5.2554
O	-1.2746	6.6558	-0.5651
O	6.0853	10.5241	-1.2812
O	-5.9067	-0.2225	-15.8715
O	-20.1239	9.1449	-8.8097
O	-22.6366	2.5014	-3.1788
O	-14.6221	3.1997	-13.0655
O	-0.7872	5.2476	17.6805
O	-5.8903	4.0057	22.0034
O	-3.1618	0.7233	25.3732
O	-5.7408	-17.2328	17.3626
O	-9.6045	23.0291	16.7632
O	-1.174	7.7595	18.5342
O	-13.4002	15.1684	27.1601
O	4.4375	9.06	32.5542
O	1.2405	18.134	21.9785
O	10.06	10.8096	24.3826
O	5.2411	12.6927	25.6404
O	7.8998	2.4422	18.0055
O	6.7053	6.529	16.695
O	3.0972	2.8826	17.59
O	18.1382	-2.3112	17.9714
O	4.3118	9.8302	16.6915
O	-9.0999	2.7877	34.2732
O	-12.2596	-8.282	23.515
O	9.5963	5.74	20.2532
O	3.9146	-6.5769	19.6682
O	-2.5514	15.4606	22.2922
O	-2.2218	-1.5381	26.1207
O	12.0195	-7.4517	24.0574
O	2.91	19.1009	23.7624
O	1.0028	-4.3645	19.1767
O	-4.8806	10.4415	19.2353
O	13.6733	5.4716	17.6242
O	-3.0032	5.2483	31.8673
O	1.8608	7.1608	27.0301
O	10.738	3.2102	26.3089
O	13.6526	8.129	17.801
O	-13.8605	14.0519	30.2238
O	-10.5813	-1.7737	20.1333
O	6.3524	11.8696	16.6507
O	-16.0997	5.7378	23.9029
O	-6.1876	12.7994	20.2531
O	-1.0577	3.4459	31.8359
O	4.8301	-11.9433	24.2263
O	0.0605	-0.8905	17.6287
O	-2.6779	-3.407	30.4342
O	-1.7351	4.8274	24.7697
O	-7.2562	1.1637	23.6487
O	7.1748	1.353	20.4849
O	-12.6928	11.0716	35.1218
O	-16.1989	8.2346	35.0756
O	-27.001	-2.2074	30.2189
O	-7.6255	18.8399	36.3262
O	-7.2165	12.89	29.4016
O	-12.146	19.0427	22.0362
O	-25.2231	-1.8413	20.8588
O	-10.0922	-1.1741	22.6169
O	11.8142	-4.0469	16.5686
O	-12.9338	-3.4437	27.9006
O	-5.0275	5.2261	26.4488
O	12.0266	17.3839	24.532
O	12.8881	15.5762	26.2209
O	-23.3266	7.1855	32.7542
O	-28.0383	10.4344	28.5567
O	-3.5403	-1.0533	33.8747
O	-10.8781	3.9878	21.7836
O	-9.2281	-5.489	34.7545
O	4.0132	14.6013	24.3784
O	9.0647	-7.7392	20.18
O	-27.9519	7.5091	25.5382
O	-18.8408	2.7377	31.8852
O	-19.6671	7.0838	30.1005
O	-1.517	10.724	21.8702
O	5.3236	-7.5016	30.8252
O	-12.9114	-0.7038	19.0991
O	-7.8652	-1.5465	26.2189
O	-4.3271	8.7723	27.7077
O	-8.3844	2.1651	25.8622
O	-5.91	-4.9498	36.2162
O	-6.7007	12.2889	37.0241
O	-15.1814	7.5003	32.4384
O	-21.6842	1.1104	36.4694
O	-14.4867	18.0795	25.6847
O	-18.6278	15.4979	30.0433
O	-4.7435	-18.334	28.2784
O	-3.005	9.5158	23.5689
O	-18.1834	-4.0045	34.0565
O	0.5987	1.5165	32.3539
O	-4.3712	-7.1232	19.8649
O	-6.8555	7.9918	28.2493
O	-2.0051	0.9295	32.6004
O	1.4363	9.6834	37.0552
O	-15.5277	23.0257	29.5994
O	-18.5899	16.6181	22.9425
O	-4.0812	4.1552	37.0714
O	4.4402	0.298	31.1337
O	-11.746	9.5695	33.2128
O	0.1906	15.1744	36.3503
O	-6.4758	6.6576	31.2678
O	-14.7394	16.7141	28.7538
O	-15.5705	1.0531	23.3421
O	-8.2398	14.4242	36.4935

Results
free energy: -161100.600 eV
free energy less fixed offsets of O -570.45, Si -639.56 eV per atom: 2.920 eV

Forces (eV/angstrom), in the order of the atoms: element, x, y, z
Si	0.0084	-0.0303	0.0905
Si	0.0188	-0.0276	0.0959
Si	-0.0154	0.0321	0.0953
Si	-0.0223	0.0145	0.101
Si	-0.0231	0.0194	0.1041
Si	-0.0226	0.0205	0.0921
Si	0.0246	-0.0222	0.0977
Si	0.0195	-0.0205	0.1102
Si	0.0012	-0.0013	-0.0009
Si	-0.0006	0	-0.0034
Si	0.0038	-0.0012	-0.0031
Si	0.0008	-0.0033	-0.004
Si	0.0016	-0.0017	-0.0049
Si	-0.001	0.0005	-0.0016
Si	-0.0011	0.0031	-0.0052
Si	-0.0027	0.0014	-0.0025
Si	0.001	0.0002	0.0045
Si	0.0002	0.0008	-0.0011
Si	-0.0003	-0.0009	-0.0025
Si	-0.0006	-0.0001	0.0014
Si	0.0002	-0.0003	0.0002
Si	-0.0007	-0.0013	0.0036
Si	0.0005	0.0009	0.0024
Si	0.0018	-0.001	0.0012
Si	-0.0006	-0.0005	-0.0005
Si	0.0004	-0.0005	0.0031
Si	-0.0002	-0.0009	-0.0018
Si	-0.0007	0.0003	0.0012
Si	-0.0005	-0.0003	-0.001
Si	0.0011	-0.0011	0.001
Si	0.0005	-0.0013	0.0016
Si	0.0004	-0.0005	0.0009
Si	-0.0012	-0.0005	0.0004
Si	-0.0003	0.0003	-0.0012
Si	0.0005	-0.0011	0.0005
Si	0	-0.0022	0.0003
Si	0	-0.0015	-0.0006
Si	0.0003	-0.0009	0.0001
Si	-0.0005	-0.0012	0.0003
Si	-0.0005	-0.0001	0.0001
Si	0.0001	-0.0025	-0.0014
Si	0.0001	-0.0015	-0.0006
Si	-0.0002	-0.0017	-0.0009
Si	-0.0003	-0.0018	-0.0011
Si	-0.0002	-0.0016	-0.0008
Si	-0.0005	-0.0019	-0.0015
Si	0	-0.0023	-0.0017
Si	0.0003	-0.0023	-0.001
Si	0.0001	-0.0018	-0.0004
Si	-0.0004	-0.0017	-0.0012
Si	-0.0002	-0.001	-0.0009
Si	0.0001	-0.002	-0.001
Si	-0.0002	-0.0011	-0.0009
Si	-0.0004	-0.0016	-0.0006
Si	0.0001	-0.0016	-0.001
Si	0.0004	-0.0006	-0.0008
Si	0.0001	-0.0023	-0.0002
Si	0.0003	-0.0021	-0.0009
Si	0.0005	-0.0019	0.0004
Si	-0.0001	-0.0023	0.0004
Si	-0.0003	-0.0001	0.0001
Si	0.0004	-0.0022	-0.0001
Si	-0.0001	-0.0002	-0.0004
Si	-0.0005	0.0006	-0.0002
Si	0.0006	-0.0016	-0.0004
Si	-0.0012	-0.0018	0.0006
Si	0.0002	0.0011	0.0004
Si	-0.0002	-0.0007	-0.003
Si	0.0005	0.001	-0.0013
Si	0.0001	-0.001	-0.0019
Si	0.0001	-0.0008	0.0002
Si	-0.0003	-0.0001	-0.0008
Si	-0.0017	0.0001	0.0013
Si	-0.0009	0.0006	-0.0002
Si	0.0003	0.0019	-0.0004
Si	0.0016	0	0.001
Si	0.0003	-0.002	-0.0008
Si	-0.0014	-0.0021	-0.0001
Si	0.0018	-0.0002	-0.0018
Si	-0.0011	-0.0009	0.0015
Si	-0.002	-0.0026	0.0011
Si	-0.0013	-0.0018	-0.0018
Si	0.0009	-0.0024	0
Si	-0.0001	-0.002	0.0038
Si	0.0011	0.0021	-0.0002
Si	0.0027	0.0015	0.0008
Si	-0.0019	-0.0013	0.0009
Si	0.0027	-0.0013	0.0021
Si	0.0006	0.0024	-0.0031
Si	0.0007	-0.0009	-0.0021
Si	0.0008	-0.0038	-0.0043
Si	0.0014	0.0002	-0.0049
Si	0.0014	-0.0032	-0.0023
Si	-0.0002	0.0018	-0.0107
Si	0.0032	-0.0036	-0.007
Si	-0.0059	0.0028	-0.005
Si	-0.0082	-0.0368	0.1195
Si	0.0148	0.0092	0.1019
Si	-0.0033	0.0112	0.1236
Si	-0.0093	-0.0067	0.0996
Si	0.015	0.0028	0.0677
Si	0.0043	0.0097	0.162
Si	-0.0092	-0.0233	0.0909
Si	-0.0107	0.0235	0.1525
Si	0.0121	-0.0419	0.3106
Si	0.0401	-0.0228	0.2712
Si	-0.0151	-0.0167	0.2646
Si	-0.0028	-0.0549	0.2625
Si	-0.0361	-0.0352	0.1929
Si	0.0332	0.0018	0.2843
Si	0.0132	-0.0185	0.252
Si	-0.0647	-0.0159	0.2555
Si	-0.022	-0.0289	0.2906
Si	-0.0223	-0.0209	0.2864
Si	-0.0383	-0.0138	0.2979
Si	-0.037	0.0072	0.2616
Si	-0.0289	0.0051	0.292
Si	-0.0152	-0.0006	0.2076
Si	0.0256	0.0393	0.2925
Si	-0.009	0.0672	0.2919
Si	0.039	-0.0326	0.2904
Si	-0.0033	0.0425	0.2093
Si	0.0088	0.0065	0.227
Si	0.0085	0.0454	0.2745
Si	-0.0258	0.0362	0.2964
Si	-0.0762	0.0365	0.2534
Si	-0.0219	0.0134	0.231
Si	-0.0396	-0.0505	0.3118
Si	-0.0019	0.0128	0.2472
Si	-0.0394	0.0198	0.2611
Si	-0.0072	-0.0174	0.2808
Si	-0.008	0.0321	0.2327
Si	0.0009	0.0208	0.2935
Si	-0.0097	0.0708	0.3084
Si	-0.077	0.0065	0.2278
Si	-0.0209	-0.0139	0.3052
Si	0.0183	-0.0139	0.294
Si	0.0334	-0.003	0.3212
Si	-0.0082	0.0103	0.2047
Si	-0.0308	0.0223	0.239
Si	-0.0066	0.0153	0.292
Si	0.0519	-0.0427	0.2647
Si	-0.0209	-0.014	0.2467
Si	0.0514	0.0139	0.2698
Si	-0.0544	0.0127	0.2271
Si	0.0085	0.0385	0.2395
Si	0.0335	-0.0101	0.2459
Si	-0.0171	0.0052	0.2719
Si	-0.001	0.0077	0.2444
Si	0.0109	0.0188	0.2423
Si	-0.0025	0.0318	0.3489
Si	0.0119	-0.0148	0.2521
O	0.0496	0.007	-0.1571
O	-0.0115	0.0465	-0.1419
O	0.0556	-0.0451	-0.127
O	-0.0306	-0.0379	-0.1256
O	-0.0482	0.0442	-0.132
O	-0.0404	0.0278	-0.104
O	0.032	-0.0391	-0.1035
O	0.015	-0.0153	-0.0935
O	-0.0038	-0.0161	-0.075
O	0.0338	-0.0081	-0.1829
O	-0.0034	0.0029	-0.0527
O	0.0456	-0.0517	-0.1279
O	0.0479	0.0172	-0.2077
O	0.0448	-0.003	-0.2036
O	0.0078	0.0148	-0.184
O	0.0207	0.0094	-0.094
O	0.016	-0.0265	-0.1676
O	0.0326	-0.0707	-0.2299
O	-0.0018	0.0073	-0.0935
O	0.0422	0.0315	-0.1208
O	0.0005	0.0036	-0.0561
O	-0.0135	-0.0122	-0.0958
O	0.0847	-0.008	-0.1449
O	0.0068	-0.0044	-0.1068
O	-0.0673	0.0418	-0.151
O	0.0423	0.0103	-0.1382
O	0.0043	-0.0056	-0.1043
O	0.0077	-0.0241	-0.2467
O	-0.0029	-0.0047	-0.0535
O	-0.0384	-0.0363	-0.1181
O	0.001	-0.0772	-0.2027
O	0.0049	0.005	-0.0505
O	0.0268	-0.0793	-0.1772
O	0.0242	-0.002	-0.1047
O	0.03	0.0685	-0.1655
O	-0.0541	0.0312	-0.1825
O	0.0299	0.0248	-0.1885
O	0.0332	0.0892	-0.1708
O	-0.0452	-0.0199	-0.1792
O	-0.0472	-0.0332	-0.1346
O	0.0361	0.0043	-0.1149
O	0.0271	-0.0458	-0.1239
O	-0.0004	0.0091	-0.0743
O	0.0098	-0.0199	-0.1039
O	-0.0431	-0.08	-0.152
O	0.0302	-0.0154	-0.0934
O	0.0314	0.0283	-0.1087
O	-0.0613	-0.0151	-0.1123
O	-0.0382	0.0302	-0.2204
O	-0.0169	-0.014	-0.0734
O	-0.0443	-0.0597	-0.1582
O	0.0052	0.0214	-0.0875
O	-0.0507	0.0847	-0.1335
O	0.0282	0.0703	-0.1316
O	0.0428	0.0677	-0.1763
O	0.0081	-0.0143	-0.1885
O	-0.0348	-0.0315	-0.1828
O	0.0138	-0.0339	-0.1144
O	0.0193	0.0223	-0.1059
O	-0.0167	-0.0372	-0.1357
O	-0.0033	-0.0027	-0.0915
O	0.0036	0.038	-0.212
O	0.0462	-0.0399	-0.1296
O	0.0135	-0.0266	-0.1028
O	0.0119	-0.0033	-0.1007
O	-0.0419	-0.0018	-0.197
O	-0.0106	-0.0367	-0.1026
O	-0.0224	-0.0121	-0.0985
O	-0.0176	0.0582	-0.1712
O	-0.0393	0.0488	-0.1631
O	0.0294	0.0361	-0.1975
O	-0.0021	-0.0328	-0.0906
O	-0.0457	-0.0275	-0.0963
O	0.0055	-0.0503	-0.1149
O	0.039	0.0169	-0.1263
O	-0.042	0.0537	-0.1461
O	0.0161	0.061	-0.132
O	0.0186	0.0434	-0.1139
O	-0.0492	-0.0408	-0.1345
O	-0.016	0.008	-0.1026
O	0.0818	0.0401	-0.1652
O	-0.0102	0.0407	-0.1179
O	-0.0329	-0.0271	-0.1103
O	0.0419	-0.0126	-0.0979
O	0.0183	-0.0109	-0.1038
O	0.0419	0.0145	-0.1979
O	0.089	-0.0208	-0.1554
O	0.0232	-0.0018	-0.0951
O	-0.0435	0.0523	-0.1237
O	-0.002	0.0002	-0.0479
O	-0.0018	-0.0049	-0.1018
O	-0.0395	0.0454	-0.1202
O	-0.0305	-0.0251	-0.1236
O	0.0119	-0.0155	-0.0922
O	0.0135	0.0613	-0.173
O	0.0045	-0.0316	-0.1883
O	-0.0561	-0.013	-0.1454
O	0.0189	-0.0066	-0.0866
O	0.0264	-0.0064	-0.101
O	-0.0387	-0.0091	-0.1306
O	0.0075	0.0322	-0.103
O	0.0038	-0.002	-0.0489
O	0.0147	0.0051	-0.0806
O	0.0063	-0.0156	-0.0891
O	0.0006	-0.0008	-0.0486
O	0.0458	0.0364	-0.1534
O	0.0473	-0.058	-0.0962
O	0.0441	-0.0479	-0.121
O	0.0001	-0.003	-0.0869
O	-0.0299	-0.0352	-0.1503
O	-0.0195	-0.0288	-0.1342
O	-0.0467	0.039	-0.1312

The program warned: the cutoff lies below the one the program advises for these potential files; the forces do not sum to zero within the program's tolerance; empty levels may hold ghost states of the PAW files; the exchange-correlation potential is rough where the density is thin.
